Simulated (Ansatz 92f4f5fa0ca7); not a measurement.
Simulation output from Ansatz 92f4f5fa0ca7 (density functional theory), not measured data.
Periodic cell of 215 atoms, Si132O82As1, from a study of silicon, its oxide and their interface. The atomic structure is a simulated model.
Doubt: the cutoff is far below the 930 eV that the study's wrapper takes by default for these files, so forces and energies are approximate.

Settings
functional: PBE
potential files: Ansatz PAW
basis: plane waves
wave-function cutoff: 580 eV
density cutoff ratio: 5
exchange-correlation grid ratio: 1
k mesh: 1 x 1 x 1, Gamma-centred
self-consistency stop: 5e-08 eV per atom in the density residual
occupations: fixed
spin: none
net charge: +1 e, with a uniform compensating background and no finite-size correction

Cell vectors (angstrom)
a  10.938  0  0
b  0  10.938  0
c  0  0  31.5432

Atoms and the computed forces on them: element, x, y, z (angstrom), force x, y, z (eV/angstrom)
Si  10.4339  0.5746  24.3321  0.0439  -0.0154  -0.1641
Si  6.0421  10.4986  24.1391  -0.0375  0.0814  -0.1465
Si  2.1278  3.2491  24.0775  0.0014  -0.0652  -0.1813
Si  8.7049  2.2592  24.2971  -0.0763  0.0188  -0.1537
Si  0.4969  5.0535  24.1571  -0.041  0.0697  -0.1569
Si  5.0497  5.8973  24.1918  0.05  -0.0692  -0.1808
Si  3.3926  7.651  24.1554  -0.0278  0.0236  -0.1716
Si  7.8298  8.828  23.9874  0.0712  -0.0286  -0.1883
Si  1.3434  1.477  25.4461  -0.0213  0.0328  0.0802
Si  6.9132  1.3063  25.4816  0.0249  -0.0333  0.0895
Si  4.0256  4.1008  25.3193  -0.0325  0.0076  0.0435
Si  9.6592  4.102  25.4115  0.0362  -0.0359  0.0591
Si  1.4926  6.8159  25.3606  0.015  -0.018  0.0615
Si  6.8962  6.948  25.2383  -0.011  0.0212  0.0264
Si  4.2263  9.5352  25.3364  0.0123  -0.0222  0.0389
Si  9.5329  9.64  25.4245  -0.0569  0.0112  0.0957
Si  2.777  0.0039  26.6458  0.0063  0.0169  -0.1393
Si  8.2161  -0.0269  26.9307  0.0122  -0.0028  0.2071
Si  0.0116  2.7697  26.9078  0.0054  -0.0017  0.2025
Si  5.4464  2.7365  26.6665  0.0055  -0.0144  -0.1121
Si  2.7517  5.436  26.8314  0.0005  0.0014  0.1276
Si  8.2195  5.5243  26.6329  0.0364  0.0012  -0.1221
Si  0.0386  8.209  26.6528  0.0245  0.0251  -0.1224
Si  5.5503  8.199  26.7887  0.0051  0.0253  0.0989
Si  4.1068  1.3644  28.0642  -0.0087  0.0432  0.0638
Si  9.5871  1.3717  28.2628  -0.004  -0.0091  -0.3599
Si  1.3858  4.1253  28.2614  0.0038  -0.0622  -0.3469
Si  6.8305  4.1405  28.014  0.0125  -0.0673  0.1183
Si  4.1586  6.821  28.144  -0.0952  0.0184  -0.0967
Si  9.5967  6.8507  28.0438  -0.0226  0.0159  0.0861
Si  1.3954  9.587  28.0366  -0.0511  0.0003  0.123
Si  6.8384  9.5327  28.2596  0.0763  0.0846  -0.3329
Si  0.0492  -0.0234  29.5259  0.0415  -0.0444  0.0231
Si  5.4403  0.0153  29.4928  -0.0261  0.0213  0.0493
Si  2.7678  2.7079  29.5236  0.0209  -0.0307  0.0555
Si  8.1656  2.7772  29.4804  -0.0311  0.0402  -0.0106
Si  -0.0218  5.5119  29.5028  -0.015  0.0036  0.049
Si  5.5032  5.4511  29.5035  0.0126  -0.0358  -0.0024
Si  2.7464  8.215  29.4505  0.0147  0.0005  -0.0505
Si  8.2524  8.1636  29.5254  0.05  -0.0393  0.0497
Si  1.393  1.3554  30.9048  0.0007  -0.008  0.0108
Si  6.8096  1.3841  30.8411  0.0191  0.0275  -0.0013
Si  4.1269  4.0882  30.8872  0.0059  0.0141  -0.0098
Si  9.5473  4.1263  30.846  -0.0144  -0.0192  -0.0269
Si  1.3722  6.8627  30.8403  0.0156  0.023  -0.0048
Si  6.8664  6.8061  30.8885  -0.0087  0.003  0.0121
Si  4.087  9.5788  30.8471  -0.0383  -0.0192  -0.0179
Si  9.6011  9.5477  30.8938  0.019  0.021  -0.0004
Si  2.7484  -0.0325  0.7219  -0.0007  0.0216  -0.0105
Si  8.1775  0.0071  0.6599  0.0382  -0.0432  -0.0401
Si  -0.0345  2.7522  0.6692  0.0279  -0.0001  -0.0365
Si  5.4804  2.7159  0.7206  -0.0699  -0.0105  -0.006
Si  2.7215  5.4839  0.6749  -0.0056  -0.0756  -0.0318
Si  8.2129  5.4393  0.7285  0.0158  -0.0192  0.0254
Si  0.0327  8.1818  0.7228  -0.0034  0.0501  -0.0004
Si  5.4621  8.2077  0.6621  0.0208  0.023  -0.0112
Si  4.1201  1.3313  2.0747  0.0223  0.0153  0.0041
Si  9.5182  1.3837  2.0226  -0.0516  0.0546  -0.0275
Si  1.3162  4.1353  2.0404  -0.0322  0.0769  0.0119
Si  6.8677  4.0485  2.0945  0.1053  -0.0681  -0.0189
Si  4.0854  6.8667  2.0417  -0.0769  0.0988  -0.0464
Si  9.601  6.7939  2.0771  0.0479  -0.0798  -0.0092
Si  1.3881  9.5455  2.0932  -0.0145  -0.0329  -0.0052
Si  6.8033  9.5836  2.0521  -0.0682  0.0254  -0.0042
Si  -0.067  -0.0061  3.3155  0.1966  -0.0173  0.2744
Si  5.4748  -0.0087  3.5138  -0.0203  -0.0187  -0.125
Si  2.6857  2.723  3.3115  0.0238  -0.0284  0.3011
Si  8.1897  2.6662  3.5292  0.0106  0.0838  -0.133
Si  -0.0116  5.4672  3.5443  0.0152  -0.0406  -0.1606
Si  5.4283  5.4312  3.3174  -0.0793  -0.054  0.0808
Si  2.745  8.1871  3.5137  0.0139  0.0189  -0.1136
Si  8.2445  8.2269  3.3416  0.153  0.042  0.0957
Si  1.2881  1.3574  4.6774  -0.0227  0.0208  -0.1462
Si  6.8441  1.2949  4.9396  0.0032  -0.0083  0.077
Si  4.0483  4.097  4.6799  -0.0266  -0.0049  -0.1897
Si  9.5457  4.0514  4.8895  -0.0065  -0.0281  0.0872
Si  1.3602  6.8626  4.9079  0.017  0.0008  0.0972
As  6.864  6.7902  4.7361  -0.0901  0.0169  -0.6754
Si  4.1149  9.5612  4.8876  -0.0228  -0.038  0.0806
Si  9.582  9.5757  4.7627  -0.0578  -0.0436  -0.0954
Si  2.6223  0.0325  6.1167  -0.0032  -0.0327  -0.0535
Si  8.2314  -0.1373  6.2827  -0.0141  0.0005  0.0171
Si  -0.018  2.644  6.2162  0.0485  -0.019  -0.0156
Si  5.3787  2.7525  6.0961  0.0403  -0.0226  -0.0567
Si  2.7462  5.4267  6.1603  0.0089  -0.0333  -0.0111
Si  8.1383  5.4133  6.237  0.0841  -0.3474  0.0371
Si  0.0033  8.2926  6.2387  0.0438  0.0435  -0.0377
Si  5.565  8.1543  6.1972  -0.281  0.2365  0.0525
Si  3.4842  1.916  7.2027  -0.0622  0.0739  0.1975
Si  10.0303  0.8195  7.4828  -0.0535  0.0627  0.2446
Si  1.7789  3.6437  7.3684  -0.059  0.0256  0.1935
Si  6.2102  4.5221  7.3829  -0.0751  -0.2352  0.4606
Si  4.6445  6.2979  7.2579  -0.2382  -0.0632  0.4062
Si  9.172  7.1924  7.3228  0.2709  0.1383  0.4582
Si  0.8999  10.1483  7.5335  0.0642  0.0012  0.2752
Si  7.4202  8.8786  7.4925  0.12  0.212  0.437
O  4.5696  6.594  8.8865  0.1511  -0.0317  -0.4442
O  1.3814  3.9803  8.9502  0.0257  -0.0752  -0.304
O  9.7645  6.5693  8.7463  -0.1543  0.0294  -0.4649
O  1.31  10.1015  9.1661  -0.1028  0.0209  -0.3626
O  6.0742  4.2141  9.0255  0.0184  0.1542  -0.4556
O  3.7048  1.5789  8.7905  -0.0523  0.076  -0.3202
O  7.1391  8.9629  9.1413  0.0718  -0.1504  -0.4505
O  9.6599  1.0653  9.0848  0.0861  -0.0459  -0.3348
O  8.252  2.5286  22.7332  0.0727  -0.0479  0.3139
O  10.9952  5.5525  22.6369  0.0346  -0.0815  0.2994
O  5.6348  0.0793  22.6249  0.054  -0.0944  0.2985
O  5.2927  5.4009  22.6281  -0.0657  0.0586  0.3217
O  2.1405  2.8029  22.4726  -0.0196  0.0855  0.2949
O  3.3247  7.8488  22.5023  0.0715  -0.0364  0.3008
O  8.3779  8.7421  22.4071  -0.1025  0.0235  0.3091
O  -0.1778  11.2372  22.7419  -0.0662  0.0666  0.2919
Si  2.1549  2.9937  12.8921  0.0117  -0.0291  0.3178
Si  8.6826  1.2938  10.3643  0.0346  0.0672  0.3772
Si  1.0675  4.5075  15.351  -0.007  0.0108  0.1457
Si  7.5546  5.5701  12.1955  0.0423  0.0308  0.3388
Si  2.4086  8.1842  21.2049  -0.0589  0.0407  -0.281
Si  5.4172  7.764  12.4715  -0.0031  -0.0038  0.3748
Si  9.2569  0.4588  15.5016  -0.024  -0.0047  0.1455
Si  2.908  -0.0445  16.6453  -0.0278  0.0109  0.0186
Si  10.4682  1.1693  12.6091  0.0488  -0.0015  0.3262
Si  7.764  2.8305  21.2259  -0.0055  0.0443  -0.3061
Si  9.1327  8.7919  14.4684  -0.0555  0.0171  0.179
Si  1.4657  4.7916  10.3626  0.044  -0.0788  0.3931
Si  4.4764  9.4871  19.1259  0.0054  0.0081  -0.1298
Si  11.0686  6.0998  21.1062  -0.0036  0.0095  -0.2915
Si  6.6114  10.4511  14.8397  0.0254  0.0148  0.1296
Si  5.3869  0.7318  21.1646  -0.04  0.0287  -0.3019
Si  2.353  9.8016  10.3984  0.0003  -0.0498  0.3732
Si  0.4247  10.6333  21.38  0.0662  -0.0494  -0.2497
Si  5.8535  5.2517  21.121  0.0345  -0.0026  -0.3086
Si  3.6427  7.0833  10.1066  -0.105  0.0326  0.4571
Si  9.0471  5.6877  14.8345  0.0484  0.0152  0.2007
Si  3.6625  4.0778  19.0892  -0.0042  0.0179  -0.1378
Si  10.0273  3.6656  19.3069  0.0014  -0.0074  -0.1348
Si  4.255  8.6633  15.3534  -0.0426  0.0351  0.1902
Si  0.4523  1.9209  17.1493  0.0116  -0.0221  -0.0138
Si  6.788  7.534  19.2382  -0.009  -0.0133  -0.1251
Si  5.2539  3.6236  16.7323  0.0019  0.0167  0.0199
Si  7.7809  5.0161  17.5127  -0.0154  -0.0151  0.0039
Si  6.6776  9.906  10.3904  -0.1022  0.0682  0.4495
Si  4.3841  1.0421  10.1369  -0.0064  -0.0573  0.3172
Si  -0.0238  9.0993  11.9147  -0.0778  0.0546  0.3523
Si  9.0962  8.6309  20.9321  0.0327  -0.0217  -0.277
Si  4.5509  1.6685  14.5701  0.0161  -0.0059  0.1834
Si  2.4425  2.0818  21.0419  0.0385  -0.0265  -0.2749
Si  6.3324  3.3269  10.3695  0.1269  -0.0493  0.4337
Si  3.4303  5.9188  16.7358  -0.0006  -0.0058  -0.0011
Si  9.879  6.5524  10.3612  -0.0145  0.0047  0.4982
O  0.125  2.6324  18.5788  -0.0128  0.0196  0.0495
O  2.9214  9.6285  15.5686  0.0172  -0.0201  -0.0373
O  10.8556  4.8068  20.1356  0.0239  0.0598  0.1071
O  7.5636  2.3715  9.9194  -0.0261  0.0547  -0.1158
O  10.921  5.3565  10.8119  -0.0102  0.0249  -0.1396
O  6.5891  6.7038  12.8726  -0.007  0.0017  -0.1149
O  10.3106  8.0734  10.8028  -0.0344  -0.1058  -0.214
O  7.6678  9.46  14.0002  -0.0049  -0.0222  -0.08
O  8.408  6.22  10.9712  0.0757  0.0354  -0.2035
O  5.352  10.4937  20.0529  0.0196  0.051  0.1096
O  2.167  3.7591  11.4362  -0.0316  0.1011  -0.2476
O  7.9679  8.5476  19.7509  0.0496  0.0205  0.094
O  6.2019  6.7269  20.5347  -0.0248  -0.0429  0.1068
O  5.5065  2.7154  15.4021  -0.0079  -0.0217  -0.0525
O  1.3037  0.923  20.6936  -0.0244  -0.0037  0.0874
O  6.0728  9.0211  11.6312  0.0675  0.119  -0.2456
O  4.6077  4.9865  16.1031  0.0035  -0.0006  -0.0094
O  6.5918  3.9084  17.6251  0.0057  0.0039  0.0058
O  10.561  10.6833  11.815  -0.01  -0.0433  -0.1382
O  5.5774  0.4992  13.9798  -0.0033  -0.003  -0.0752
O  8.013  5.0956  15.9169  0.0127  0.0065  -0.0573
O  9.7196  9.8197  15.6042  0.0044  -0.0219  -0.0607
O  -0.3963  5.1518  15.1354  -0.0311  0.0073  -0.0549
O  1.5623  6.8414  20.7898  0.0085  0.0025  0.0868
O  1.4936  0.6345  17.1628  0.0027  0.0025  0.0063
O  6.5889  1.7766  20.8005  0.0083  -0.0119  0.0914
O  1.0013  1.8273  12.8471  -0.0174  -0.0213  -0.098
O  3.2547  5.4967  18.3298  0.0034  -0.0117  0.0392
O  9.5194  2.0121  11.5838  -0.1103  0.0003  -0.2214
O  1.0205  3.0989  16.1738  -0.0007  0.0222  -0.0364
O  8.6048  5.1412  13.3666  -0.0776  -0.0076  -0.1956
O  10.2892  8.6059  13.3295  0.0899  0.007  -0.1936
O  1.4399  9.4001  21.6884  -0.0018  0.0023  0.0693
O  10.0771  9.931  20.6006  0.0015  0.0129  0.0862
O  3.1821  0.202  10.9047  0.017  0.0455  -0.1194
O  5.0729  2.3635  10.8413  -0.0367  -0.0108  -0.1359
O  1.7569  4.1791  13.9236  0.0237  -0.0395  -0.1426
O  7.9411  10.8427  10.8596  -0.0427  -0.0431  -0.1319
O  9.1325  4.4726  18.2147  0.0167  -0.0097  0.0371
O  5.6312  9.4994  15.7619  0.0037  -0.0081  -0.0437
O  5.5395  -0.0395  9.794  0.0245  -0.012  -0.1838
O  3.5902  2.3181  13.3899  -0.0521  0.0278  -0.1251
O  1.9688  5.6537  16.0706  -0.0116  -0.0144  -0.0346
O  9.7073  1.0381  14.0399  0.052  0.0296  -0.1775
O  4.3949  6.9243  11.5295  -0.0798  -0.0317  -0.2361
O  4.7597  4.473  20.2156  0.0456  0.0304  0.1125
O  9.9445  1.3544  16.6473  -0.0097  -0.0097  -0.0262
O  6.6961  4.2965  11.637  -0.0728  -0.1087  -0.2093
O  5.5751  8.4052  18.5719  0.0005  0.0022  0.0367
O  9.0666  2.7369  20.249  -0.0495  -0.0192  0.1047
O  3.5991  1.13  15.7708  0.0232  0.0226  -0.0507
O  4.216  3.074  17.8964  -0.0093  0.0029  0.0355
O  9.9069  7.216  20.8838  0.0056  0.0006  0.079
O  3.3662  8.6646  9.8235  0.0285  -0.0271  -0.1495
O  3.9341  7.427  16.376  0.0143  0.023  -0.0383
O  7.6218  0.4895  15.6957  -0.0045  -0.0102  -0.036
O  8.9279  7.3004  15.038  -0.0031  0.0033  -0.0559
O  3.9263  1.4347  21.1563  0.0114  0.0001  0.0792
O  1.6025  9.1215  11.7016  0.0902  0.0233  -0.1816
O  2.3109  6.1667  10.1579  0.0628  0.0363  -0.1233
O  7.346  6.4629  18.1356  -0.0082  0.0249  0.0371
O  7.2224  4.367  21.1255  -0.0024  -0.0197  0.089
O  4.5482  8.2218  13.7935  0.0633  -0.0479  -0.227
O  3.3253  8.6724  19.9556  -0.0452  -0.0378  0.1109
O  2.4942  3.2345  19.868  -0.0239  -0.0453  0.1031
O  3.7326  10.3626  17.9591  0.0187  -0.0205  0.0439

Results
free energy: -135411.055 eV
free energy less fixed offsets of As -4856.12, O -568.88, Si -635.61 eV per atom: -6.255 eV

The program warned: the cutoff lies below the one the program advises for these potential files; the exchange-correlation potential is rough where the density is thin.
